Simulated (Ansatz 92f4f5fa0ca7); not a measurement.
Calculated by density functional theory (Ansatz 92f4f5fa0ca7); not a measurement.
Periodic cell of 226 atoms, Si134O92, from a study of silicon, its oxide and their interface. The atomic structure is a simulated model.
Doubt: the cutoff is far below the 930 eV that the study's wrapper takes by default for these files, so forces and energies are approximate.

Settings: functional PBE; potential files Ansatz PAW; basis plane waves; wave-function cutoff 580 eV; density cutoff ratio 5; exchange-correlation grid ratio 1; k mesh 1 x 1 x 1, Gamma-centred; self-consistency stop 5e-08 eV per atom in the density residual; occupations fixed; spin none; net charge 0.

Cell vectors (angstrom)
a, 10.938, 0, 0
b, 0, 10.938, 0
c, 0, 0, 32.8855

Atoms and the computed forces on them: element, x, y, z (angstrom), force x, y, z (eV/angstrom)
Si, -0.1482, 0.1933, 25.3595, 0.0164, -0.0195, 0.045
Si, 5.8597, -0.3019, 25.4406, 0.0105, 0.0038, -0.0449
Si, 2.5503, 2.984, 25.4919, 0.0212, -0.0213, 0.0413
Si, 8.5952, 2.4455, 25.5401, -0.0014, -0.0028, -0.0494
Si, 0.2751, 5.1053, 25.6236, -0.015, 0.0021, -0.0428
Si, 5.2466, 5.6828, 25.3541, 0.0194, -0.0199, 0.0532
Si, 2.9947, 7.9287, 25.2236, -0.0072, -0.0034, -0.01
Si, 8.0934, 8.3979, 25.2761, 0.0196, -0.0164, 0.0579
Si, 1.4271, 1.3197, 26.7285, -0.0137, 0.0105, -0.0155
Si, 6.9335, 1.3069, 26.7688, -0.0077, 0.0063, 0.0176
Si, 4.1318, 4.1442, 26.7697, -0.0057, 0.0104, -0.0153
Si, 9.6714, 3.9808, 26.937, -0.0086, 0.0094, 0.0142
Si, 1.4511, 6.8289, 26.6892, -0.0015, 0.0049, 0.0114
Si, 6.8958, 6.8218, 26.6325, -0.0196, 0.0179, -0.0166
Si, 4.1645, 9.4881, 26.6348, -0.0056, -0.0038, 0.0177
Si, 9.6227, 9.5481, 26.6798, -0.0233, 0.0128, -0.0077
Si, 2.8009, -0.0662, 28.0538, 0.0001, 0.003, 0.0132
Si, 8.2665, -0.0536, 28.13, 0.0186, -0.0186, -0.0035
Si, 0.0987, 2.6233, 28.1993, 0.0073, -0.0126, 0.0096
Si, 5.5041, 2.7103, 28.0765, 0.0008, -0.0027, 0.0056
Si, 2.7534, 5.4769, 28.1331, 0.0075, -0.0072, 0.0031
Si, 8.2175, 5.4482, 28.0847, 0.0056, -0.0052, 0.0118
Si, 0.0384, 8.177, 28.0573, -0.0025, 0.0037, 0.0092
Si, 5.5127, 8.1567, 28.0731, 0.0129, -0.0072, -0.0028
Si, 4.1018, 1.3673, 29.4672, 0.1147, -0.1365, -0.2887
Si, 9.5708, 1.3673, 29.4672, 0.1304, -0.4346, 0.5726
Si, 1.3673, 4.1018, 29.4672, 0.2639, 0.0021, 0.3796
Si, 6.8362, 4.1018, 29.4672, -0.0047, -0.0105, -0.1017
Si, 4.1018, 6.8362, 29.4672, 0.2479, 0.0642, 0.1594
Si, 9.5708, 6.8362, 29.4672, 0.0795, 0.0097, -0.2659
Si, 1.3673, 9.5708, 29.4672, 0.1233, -0.0859, -0.2883
Si, 6.8362, 9.5708, 29.4672, 0.014, -0.1917, -0.0084
Si, 0, 0, 30.8345, -0.1294, 0.0741, 0.0356
Si, 5.469, 0, 30.8345, 0.0257, 0.0083, -0.0236
Si, 2.7345, 2.7345, 30.8345, -0.0196, 0.1559, 0.0202
Si, 8.2035, 2.7345, 30.8345, 0.0067, 0.0271, -0.0408
Si, 0, 5.469, 30.8345, -0.0332, -0.0361, -0.0229
Si, 5.469, 5.469, 30.8345, -0.0628, 0.024, -0.0033
Si, 2.7345, 8.2035, 30.8345, 0.0446, 0.0447, -0.0178
Si, 8.2035, 8.2035, 30.8345, -0.0663, 0.0568, -0.0058
Si, 1.3673, 1.3673, 32.2017, 0.0171, -0.0877, -0.0204
Si, 6.8362, 1.3673, 32.2017, 0.0332, 0.0213, -0.0259
Si, 4.1018, 4.1018, 32.2017, 0.0901, -0.072, 0.0035
Si, 9.5708, 4.1018, 32.2017, -0.0075, -0.0175, -0.0141
Si, 1.3673, 6.8362, 32.2017, -0.0094, -0.0278, -0.0241
Si, 6.8362, 6.8362, 32.2017, 0.0625, -0.0555, -0.0195
Si, 4.1018, 9.5708, 32.2017, -0.0158, -0.004, -0.0124
Si, 9.5708, 9.5708, 32.2017, 0.0917, -0.0613, -0.0037
Si, 2.7345, 0, 0.6835, 0.0057, 0.0378, 0.0412
Si, 8.2035, 0, 0.6835, -0.0787, 0.0219, 0.0053
Si, 0, 2.7345, 0.6835, -0.0461, 0.0664, 0.0095
Si, 5.469, 2.7345, 0.6835, 0.0108, 0.0277, 0.0099
Si, 2.7345, 5.469, 0.6835, -0.0427, 0.0155, 0.0185
Si, 8.2035, 5.469, 0.6835, -0.0385, 0.0389, 0.0474
Si, 0, 8.2035, 0.6835, -0.0517, 0.009, 0.0073
Si, 5.469, 8.2035, 0.6835, -0.0294, 0.054, 0.0014
Si, 4.1018, 1.3673, 2.0507, 0.0312, -0.0208, 0.0003
Si, 9.5708, 1.3673, 2.0507, 0.084, 0.0113, 0.0594
Si, 1.3673, 4.1018, 2.0507, -0.0329, -0.0505, 0.0445
Si, 6.8362, 4.1018, 2.0507, -0.0778, -0.1675, -0.0397
Si, 4.1018, 6.8362, 2.0507, 0.0935, -0.0586, 0.019
Si, 9.5708, 6.8362, 2.0507, 0.0602, 0.0215, -0.0163
Si, 1.3673, 9.5708, 2.0507, -0.0944, -0.0799, -0.0284
Si, 6.8362, 9.5708, 2.0507, 0.1328, -0.043, -0.0121
Si, 0, 0, 3.418, 0.3306, -0.0215, -0.0918
Si, 5.469, 0, 3.418, -0.3289, 0.0825, 0.2939
Si, 2.7345, 2.7345, 3.418, -0.0053, -0.1296, 0.13
Si, 8.2035, 2.7345, 3.418, -0.4931, 0.0678, -0.1125
Si, 0, 5.469, 3.418, 0.2277, 0.3049, -0.1741
Si, 5.469, 5.469, 3.418, -0.4517, -0.1988, -0.2865
Si, 2.7345, 8.2035, 3.418, -0.1141, 0.2956, 0.4225
Si, 8.2035, 8.2035, 3.418, 0.052, 0.474, -0.6621
Si, 1.4303, 1.3022, 4.8256, -0.0187, 0.0109, 0.0081
Si, 6.7494, 1.4283, 4.8057, -0.0181, 0.0089, -0.0046
Si, 4.0168, 4.1474, 4.8163, -0.0125, 0, -0.0064
Si, 9.5168, 4.1679, 4.7073, 0.0021, 0.0029, 0.0217
Si, 1.3419, 6.8605, 4.8284, -0.0126, -0.0054, -0.0078
Si, 6.772, 6.9076, 4.6612, 0.014, 0.029, 0.0202
Si, 4.0319, 9.6367, 4.8703, -0.0149, 0.007, 0.0003
Si, 9.5335, 9.619, 4.7453, -0.0333, -0.0334, -0.0002
Si, 2.7512, 0.0303, 6.4975, -0.0048, -0.0169, -0.0373
Si, 8.0828, -0.0096, 6.0841, -0.0159, 0.0288, 0.0441
Si, -0.1659, 2.6477, 5.9358, 0.0205, 0.0178, -0.0045
Si, 5.3526, 2.7925, 6.2254, 0.007, -0.032, -0.0308
Si, 2.5862, 5.4518, 6.2912, 0.0434, 0.0287, -0.002
Si, 8.1741, 5.6219, 5.9616, 0.0089, -0.0302, -0.035
Si, -0.0488, 8.2662, 6.1313, 0.0033, -0.0106, -0.0101
Si, 5.3689, 8.1336, 6.0694, 0.0301, 0.0259, 0.0255
Si, 3.7592, 1.8832, 7.8023, 0.0208, 0.0832, 0.1195
Si, 9.64, 1.1842, 7.3556, -0.1147, 0.0646, 0.2491
Si, 1.2014, 3.7637, 7.3993, 0.0769, -0.0911, -0.0656
Si, 6.6642, 4.4584, 7.2373, 0.0736, -0.0391, 0.1025
Si, 4.3443, 6.5541, 7.4995, -0.0156, -0.0811, -0.102
Si, 9.2492, 7.1582, 7.3952, 0.0305, 0.0095, -0.0145
Si, 0.9092, 9.8308, 7.6053, -0.0469, 0.0199, 0.0589
Si, 6.9329, 9.3204, 7.321, 0.5637, -0.4494, -0.7441
O, 5.5331, 5.4687, 7.9204, -0.0234, 0.0436, 0.0183
O, -0.0617, 0.1987, 7.7171, 0.0647, -0.0489, -0.0386
O, 2.3665, 2.8152, 8.0771, -0.0057, 0.0138, -0.0352
O, 8.1143, 8.26, 7.807, -0.1147, 0.0662, 0.0947
O, 2.2799, 8.537, 23.8403, 0.0053, -0.0025, 0.0109
O, 8.1451, 5.4908, 22.787, 0.0065, -0.0011, 0.0093
O, 6.9486, 9.524, 24.8393, -0.0316, 0.0283, -0.0099
O, 1.3883, 4.052, 24.9765, -0.0287, 0.0286, -0.0094
O, 6.228, 10.0578, 8.5376, -0.5571, -0.3452, 2.5409
O, -0.2296, 4.1504, 8.7646, -0.0635, 0.1365, 0.1173
O, 0.7368, 9.2324, 9.1312, 0.0401, -0.0269, 0.0024
O, 7.8244, 3.9875, 8.3211, -0.096, 0.0933, -0.0981
O, 9.7971, 6.5719, 8.8509, -0.0689, 0.087, 0.0009
O, 4.5053, 1.8832, 9.2762, -0.1192, -0.0471, -0.1245
O, 3.8258, 7.2861, 8.8844, 0.0322, 0.0662, 0.0721
O, 9.2901, 1.8757, 8.8293, 0.1248, 0.1026, -0.2027
O, 5.2734, 0.5252, 24.1527, -0.0027, -0.0103, 0.0277
O, 8.0285, 3.2704, 24.2581, 0.005, -0.0077, 0.0338
O, 11.758, 6.6944, 19.7565, -0.0006, 0.0049, -0.0019
O, 5.9103, 4.872, 24.0826, 0.0093, -0.0041, -0.0143
O, 8.8247, 7.8042, 23.8914, 0.0129, -0.0184, -0.0199
O, 3.3064, 2.3859, 24.1637, 0.0101, -0.0183, -0.0162
O, 4.1341, 6.7913, 24.7818, -0.013, 0.0143, -0.0158
O, 11.41, -0.4521, 23.9676, 0.0031, 0.0021, -0.0072
Si, 11.8054, 9.1038, 10.7549, -0.1428, 0.1236, -0.0336
Si, 7.1646, 15.3419, 11.4713, 0.065, -0.4739, -0.1305
Si, 8.2781, 11.4192, 15.0463, 0.0344, 0.0717, -0.1879
Si, 2.1025, 13.1488, 19.2751, -0.0073, -0.0029, -0.0078
Si, 4.7996, 13.5704, 10.7262, 0.345, -0.1487, -0.0037
Si, 1.7834, -2.3609, 17.566, -0.0136, -0.0078, 0.0337
Si, 5.0002, 1.4799, 18.7176, 0.0061, 0.0009, -0.0199
Si, 0.8751, -0.5997, 20.0514, -0.0121, 0.0059, 0.0031
Si, -0.7165, 7.7261, 12.9844, 0.2146, 0.0056, -0.0226
Si, -3.138, -1.8766, 16.5398, 0.0271, 0.0542, -0.0014
Si, 9.1721, 2.539, 16.6621, 0.0001, -0.0271, -0.0453
Si, 8.9946, 3.3972, 9.2433, -0.0813, -0.3223, 0.1525
Si, 6.534, 10.0237, 10.2583, 2.4614, 3.4808, 1.0841
Si, 10.9334, 5.672, 9.5509, -0.0061, -0.2431, 0.0087
Si, 1.7861, 9.0419, 14.4854, -0.0778, 0.0331, 0.0504
Si, 4.0213, 12.1095, 23.3499, -0.0109, -0.0046, 0.0145
Si, 5.3738, 3.029, 21.3152, -0.0061, -0.0052, 0.0025
Si, -3.6993, 7.5927, 12.0346, -0.0649, -0.7593, 1.006
Si, -1.8806, -1.8141, 19.1406, 0.0044, 0.0051, -0.0085
Si, 11.4563, 5.7046, 21.0145, -0.0115, -0.0009, -0.0025
Si, 6.3693, 2.3495, 15.9501, 0.042, -0.0303, -0.0366
Si, 16.6077, 4.4397, 14.0683, 0.0198, -0.0941, -0.016
Si, 0.0895, 4.8919, 12.6255, -0.0571, -0.0885, -0.0728
Si, 10.3563, 2.3087, 13.9548, -0.141, -0.0889, -0.0441
Si, 1.7227, 9.8984, 23.0809, -0.0023, 0.0094, -0.005
Si, 3.1753, 4.6718, 12.1259, -0.0056, -0.0703, 0.0063
Si, 6.0102, 6.9281, 15.9738, 0.0371, -0.0544, 0.0673
Si, -4.8064, 9.5475, 18.9376, 0.0053, 0.0078, 0.0067
Si, 10.6604, 6.8057, 18.5465, -0.0082, -0.0082, 0.008
Si, 4.3659, 7.0235, 18.5588, -0.002, 0.0038, 0.0182
Si, -0.2436, 3.9104, 18.7434, -0.0136, -0.0156, -0.0142
Si, 4.5415, 0.1543, 12.1375, 0.2748, 1.1324, 0.7559
Si, 12.4898, 11.3811, 12.6967, -0.2665, 0.0174, 0.009
Si, 2.767, 6.9813, 10.0847, -0.1237, -0.1228, -0.0332
Si, 7.2049, 4.2619, 23.2867, 0.0044, 0.0014, 0.012
Si, 9.4071, 6.3897, 23.2745, 0.0149, -0.0036, 0.0117
Si, 4.7298, -2.3047, 13.8149, -0.1226, -0.0471, 0.263
Si, 3.259, 4.8264, 20.7176, -0.0003, -0.007, 0.0012
O, 9.0592, -1.5716, 17.5247, -0.0012, -0.0117, 0.0148
O, -4.4696, 9.6254, 17.3342, -0.013, -0.0116, 0.0021
O, 11.6973, 1.7737, 13.1899, 0.1019, -0.0429, -0.021
O, 10.5849, 6.2015, 13.4407, -0.0394, 0.0645, 0.0096
O, 3.8455, 5.8462, 19.576, -0.0021, 0.0002, 0.0031
O, 12.4316, 6.2265, 9.2955, 0.0822, 0.0766, 0.0479
O, 7.5276, 11.3341, 10.6458, -2.5077, -3.2799, -0.9934
O, -3.4037, -3.4658, 16.2854, -0.0213, -0.0157, -0.0172
O, 5.9363, 3.81, 10.5532, -0.0457, 0.1273, 0.0404
O, 15.2174, 4.7791, 13.3022, -0.0198, 0.0316, -0.0106
O, -1.2717, 1.3325, 24.9289, -0.0231, 0.025, -0.0072
O, 5.1512, 8.1714, 15.3351, -0.0174, 0.0357, -0.0958
O, 8.9092, 11.8681, 16.5102, -0.0055, -0.0002, 0.0393
O, 3.0826, 8.2749, 13.7791, 0.08, -0.0014, -0.0432
O, 4.9221, 10.1132, 10.9421, 1.5934, -1.2397, -1.6834
O, 2.0198, 5.4389, 21.6194, 0.0085, -0.0015, 0.0022
O, 13.2511, 8.33, 10.8682, 0.0755, 0.0226, 0.0157
O, 1.2748, -1.2551, 21.5181, -0.0003, -0.0012, 0.0036
O, 1.1067, 3.0821, 18.3085, 0.003, 0.0004, 0.0099
O, 5.5473, 2.643, 19.7412, -0.0029, 0.0003, 0.0078
O, 3.0399, 7.6221, 17.8695, 0.0008, 0.0013, -0.0057
O, 1.9902, -1.7562, 16.0903, 0.0114, -0.0049, -0.0366
O, 0.7548, 10.5275, 11.5339, 0.0994, -0.0343, 0.0281
O, 2.9361, 0.0247, 23.0448, 0.0093, 0.0105, 0.0128
O, 3.4037, 3.3786, 11.1643, -0.0634, 0.0526, 0.0177
O, 0.3987, 7.7259, 17.412, 0.0093, 0.0085, -0.0046
O, -0.5742, 13.7666, 15.5396, 0.0135, 0.0265, 0.0324
O, -2.3522, 7.8364, 13.0139, -0.2839, 0.0346, -0.2497
O, 7.2911, 6.0207, 11.4787, 0.0006, 0.4722, -0.0012
O, 5.2046, 8.236, 19.3058, -0.0086, -0.0067, 0.0007
O, 5.3064, 6.404, 17.3651, -0.0001, 0.0081, -0.0224
O, 5.7964, 7.813, 12.8563, 0.1571, 0.0656, -0.2488
O, 10.7089, 5.2613, 11.068, 0.0226, 0.0491, 0.0102
O, -0.4765, 6.4987, 22.0319, -0.0183, -0.0053, 0.029
O, -1.6939, 1.0923, 13.8663, 0.0605, 0.0355, 0.1062
O, -0.512, 5.313, 17.9349, 0.0015, 0.0084, 0.0051
O, 8.1081, 9.8043, 15.1119, -0.0188, -0.068, 0.0384
O, 6.8614, 3.9703, 13.0292, -0.0265, 0.0945, 0.0257
O, 4.5538, 4.4202, 21.6057, -0.0027, 0.0025, -0.0019
O, 8.5436, 3.7307, 10.7648, -0.0294, 0.1829, 0.0088
O, 7.5678, 9.4404, 19.7522, -0.0052, -0.001, 0.0056
O, 10.6904, 8.1102, 11.434, -0.0301, -0.0333, 0.0489
O, 7.7273, 14.1766, 16.2877, -0.0121, 0.0128, 0.0107
O, 1.7875, 10.6, 14.079, 0.0485, -0.0164, -0.0052
O, 0.2799, 8.5363, 14.0253, -0.0094, -0.0113, -0.0046
O, 10.0742, 3.6689, 13.0987, 0.045, 0.0605, 0.0056
O, 14.312, 5.9908, 11.1924, 0.0119, 0.043, -0.0035
O, -3.6265, 8.5539, 10.7776, -1.3452, 1.5477, -1.5048
O, -0.1825, 4.3316, 20.3545, 0.0012, 0.0023, 0.0091
O, 6.7919, 12.0742, 14.94, -0.039, 0.0141, 0.0581
O, 13.9368, 11.6507, 12.0556, 0.24, -0.2126, -0.1255
O, 16.2491, 3.2748, 15.1491, -0.0101, 0.0271, -0.004
O, 6.8103, 3.339, 22.0068, -0.0024, 0.0011, 0.0042
O, 5.3049, 12.551, 11.9008, -0.3984, -0.1914, 0.1203
O, 5.3597, 10.9335, 19.3143, -0.0018, -0.001, 0.0054
O, 3.3763, 1.5619, 18.4985, -0.0021, -0.0011, 0.0066
O, 9.5071, 2.9231, 18.2129, 0.0078, 0.0119, 0.0252
O, 1.2555, 11.947, 20.0329, -0.0002, 0.0003, 0.0052
O, 1.6665, 9.668, 18.7846, 0.0061, -0.0056, -0.0093
O, 10.2481, 5.6533, 24.4335, 0.0153, 0.0005, 0.0008
O, 6.1731, 5.7254, 14.911, -0.0061, 0.0514, -0.0034
O, 4.6152, 1.7445, 21.9658, 0.0078, 0.0093, -0.0006
O, 2.6986, 14.2971, 20.2593, 0.0008, 0.0047, 0.006
O, -0.7362, 20.9883, 19.8576, -0.0055, -0.0051, 0.0006
O, 4.83, -0.6755, 13.5493, -0.0313, -0.0428, -0.2706
O, 5.7044, 1.7449, 17.2918, -0.02, -0.0018, 0.0265
O, 1.6836, 4.5988, 12.7791, 0.0299, 0.0258, 0.0016
O, 9.3505, 7.5023, 19.2437, 0.0008, 0.0017, 0.0036

Results
free energy: -137502.750 eV
free energy less fixed offsets of O -568.88, Si -635.61 eV per atom: 5.950 eV

The program warned: the cutoff lies below the one the program advises for these potential files; the exchange-correlation potential is rough where the density is thin.
